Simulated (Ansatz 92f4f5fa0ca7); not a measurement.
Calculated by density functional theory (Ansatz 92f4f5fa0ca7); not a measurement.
Periodic cell of 226 atoms, Si133O92B1, from a study of silicon, its oxide and their interface. The atomic structure is a simulated model.
Doubt: the cutoff is far below the 930 eV that the study's wrapper takes by default for these files, so forces and energies are approximate.
This geometry differs little from another in the collection (a relaxation step or a small displacement).

Settings
functional: PBE
potential files: Ansatz PAW
basis: plane waves
wave-function cutoff: 580 eV
density cutoff ratio: 5
exchange-correlation grid ratio: 1
k mesh: 1 x 1 x 1, Gamma-centred
self-consistency stop: 5e-08 eV per atom in the density residual
occupations: fixed
spin: none
net charge: -1 e, with a uniform compensating background and no finite-size correction

Cell vectors (angstrom)
a, 10.938, 0, 0
b, 0, 10.938, 0
c, 0, 0, 31.9494

Atoms: element, x, y, z (angstrom)
Si, 10.6268, 0.003, 24.4361
Si, 5.0736, 0.1261, 24.6808
Si, 2.8178, 2.2925, 24.5469
Si, 8.5695, 2.437, 24.5828
Si, 10.7018, 5.5845, 24.3554
Si, 5.1568, 5.615, 24.4686
Si, 2.9871, 7.9523, 24.4247
Si, 8.4131, 7.829, 24.4347
Si, 1.2915, 1.1324, 25.8614
Si, 6.8139, 1.3292, 25.7581
Si, 3.9824, 4.011, 25.7475
Si, 9.6839, 4.0225, 25.8805
Si, 1.3352, 6.7929, 25.6866
Si, 6.8016, 6.7228, 25.7735
Si, 4, 9.4682, 25.9765
Si, 9.4811, 9.4406, 25.8156
Si, 2.6342, -0.1317, 27.3152
Si, 8.141, -0.0654, 27.1651
Si, 0.0792, 2.6526, 27.2413
Si, 5.4502, 2.7228, 27.1321
Si, 2.6652, 5.4161, 27.1299
Si, 8.1874, 5.3741, 27.1662
Si, 0.0086, 8.1528, 27.1516
Si, 5.5104, 8.1424, 27.2075
Si, 4.087, 1.331, 28.5229
Si, 9.5443, 1.3129, 28.5368
Si, 1.3934, 4.0672, 28.5953
Si, 6.8019, 4.0612, 28.5544
Si, 4.0792, 6.7753, 28.5143
Si, 9.5584, 6.7872, 28.515
Si, 1.2879, 9.4794, 28.653
Si, 6.8272, 9.5392, 28.588
Si, -0.044, -0.026, 29.9685
Si, 5.4557, -0.0086, 29.9219
Si, 2.7804, 2.7187, 29.9387
Si, 8.189, 2.7067, 29.9041
Si, -0.0163, 5.4403, 29.9194
Si, 5.4489, 5.449, 29.9243
Si, 2.734, 8.1423, 29.934
Si, 8.2257, 8.1864, 29.9207
Si, 1.3653, 1.3793, 31.2815
Si, 6.8269, 1.3712, 31.2907
Si, 4.1169, 4.0901, 31.3357
Si, 9.5483, 4.0872, 31.2865
Si, 1.3559, 6.8093, 31.3033
Si, 6.8302, 6.843, 31.2735
Si, 4.0873, 9.5622, 31.2803
Si, 9.5516, 9.5521, 31.3495
Si, 2.742, 0.0197, 0.6963
Si, 8.2077, 0.0506, 0.728
Si, 0.0113, 2.7568, 0.716
Si, 5.517, 2.7583, 0.7559
Si, 2.7157, 5.462, 0.7336
Si, 8.2058, 5.4975, 0.7017
Si, 0.0148, 8.1906, 0.7543
Si, 5.4781, 8.2303, 0.7068
Si, 4.1069, 1.3956, 2.0785
Si, 9.5811, 1.4292, 2.1092
Si, 1.31, 4.1644, 2.1274
Si, 6.9004, 4.1424, 2.1181
Si, 4.0938, 6.8595, 2.0598
Si, 9.5957, 6.805, 2.1268
Si, 1.3753, 9.6208, 2.0786
Si, 6.8375, 9.6358, 2.0667
Si, 0.0313, 0.061, 3.4689
Si, 5.505, 0.0745, 3.4607
Si, 2.7132, 2.7809, 3.4083
Si, 8.4186, 2.9581, 3.5203
Si, -0.1274, 5.3753, 3.6328
Si, 5.4901, 5.5365, 3.4321
Si, 2.7222, 8.2322, 3.4187
Si, 8.2452, 8.285, 3.3847
Si, 1.3356, 1.51, 4.845
Si, 6.9578, 1.5402, 4.7069
Si, 4.069, 4.1633, 4.7574
B, 9.5928, 4.1176, 4.7722
Si, 1.3158, 6.939, 4.8372
Si, 6.9056, 6.9417, 4.7412
Si, 4.1041, 9.5907, 4.7846
Si, 9.6243, 9.592, 4.8244
Si, 2.7499, 0.0744, 6.1154
Si, 8.2995, 0.1411, 6.0643
Si, -0.1434, 2.961, 6.1094
Si, 5.5295, 2.8488, 6.0707
Si, 2.7545, 5.6019, 6.1321
Si, 8.3958, 5.4499, 5.8179
Si, 0.0355, 8.3212, 6.364
Si, 5.5377, 8.3008, 6.1895
Si, 4.4333, 1.1878, 7.313
Si, 9.822, 1.2429, 7.5256
Si, 1.1331, 4.4967, 7.4326
Si, 6.6993, 4.5753, 7.1755
Si, 4.3485, 6.721, 7.4978
Si, 9.7158, 6.5889, 7.4359
Si, 1.2685, 9.9865, 7.6661
Si, 6.7361, 9.9741, 7.3786
O, 9.5873, 1.2432, 23.9903
O, 4.1062, 6.8047, 23.952
O, 4.0077, 1.2382, 24.0412
O, 9.5308, 6.6973, 23.9046
O, -0.0151, 5.5737, 8.0141
O, 5.5697, 0.1138, 7.8816
O, 0.0977, 0.1945, 8.0762
O, 5.5867, 5.6492, 7.8125
O, 7.619, 4.0517, 8.4292
O, 8.6889, 7.0407, 8.6879
O, 2.1673, 9.4809, 9.017
O, 8.8916, 1.731, 8.853
O, 7.6183, 9.4899, 8.6972
O, 3.6481, 1.7909, 8.6259
O, 3.6106, 7.2465, 8.9144
O, 2.0091, 3.9269, 8.7364
O, 8.1445, 3.4851, 23.3659
O, 0.4381, 4.9216, 22.9644
O, 1.9019, 2.733, 23.2449
O, 5.834, 4.9105, 23.1287
O, 5.5185, 10.0006, 23.5036
O, 2.4451, 8.6871, 23.0313
O, 0.1912, 10.0733, 23.0914
O, 7.7771, 8.5686, 23.0845
Si, 8.662, 7.6982, 18.4449
Si, 8.7823, 6.3406, 13.6219
Si, 3.8051, 1.5362, 14.7051
Si, 2.1349, 5.7422, 17.6242
Si, 2.4116, 3.1402, 19.4986
Si, 9.8094, 9.0013, 12.0444
Si, 1.3321, 9.4191, 22.0918
Si, 9.1841, 0.9383, 13.1697
Si, 1.4244, 5.0516, 13.0196
Si, 1.7972, 8.2493, 12.782
Si, 6.6478, 9.5539, 22.4392
Si, 4.5264, 4.5979, 15.6905
Si, 8.2078, 3.0538, 9.535
Si, 0.846, 8.2429, 19.2685
Si, 6.9518, 1.347, 21.0969
Si, 8.2165, 8.2957, 9.6224
Si, 10.8858, 5.2052, 15.6026
Si, 7.5752, 9.4942, 16.3098
Si, 9.9311, 2.0498, 20.2946
Si, 3.2128, 8.5294, 9.8746
Si, 6.6928, 3.3525, 17.4077
Si, 1.1685, 0.2029, 19.8088
Si, 3.234, 2.8174, 12.2639
Si, 7.2189, 5.3952, 19.6926
Si, 5.748, 8.6648, 11.5137
Si, 5.7817, 6.0693, 13.1732
Si, 4.6406, 9.7064, 17.6142
Si, 1.016, 3.5914, 22.1869
Si, 4.8975, 1.4829, 18.8048
Si, 3.1649, 3.0718, 9.4783
Si, 6.4615, 10.8069, 13.7721
Si, 10.3578, 0.1071, 15.953
Si, 5.6413, 3.6691, 11.0975
Si, 9.8409, 3.8803, 11.8973
Si, 2.3526, 9.9194, 15.5212
Si, 6.0791, 8.1279, 19.803
Si, 6.9375, 3.9722, 22.3903
Si, 9.7533, 2.7718, 17.3557
O, 7.1907, 6.3661, 13.9576
O, 1.8853, 7.0535, 18.6784
O, 10.2887, 4.0339, 16.5219
O, 6.1756, 9.9612, 17.0501
O, 10.1591, 0.6703, 14.4434
O, 8.4491, 6.1176, 18.8669
O, 5.1839, 0.6816, 14.4141
O, 5.7176, 2.0589, 17.5275
O, 8.3455, 1.9337, 20.5403
O, 1.9938, 4.2952, 18.4051
O, 6.9439, 2.8208, 10.5788
O, 4.8676, 2.7092, 12.1725
O, 6.025, 4.3944, 16.3439
O, 4.5116, 3.9515, 9.9155
O, 10.6887, 2.7671, 21.5499
O, 9.7163, 6.1585, 14.9674
O, 6.0107, 6.4912, 19.8421
O, 4.0868, 0.17, 18.2736
O, 9.2546, 10.526, 12.2485
O, 2.8551, 4.3538, 12.7068
O, 1.9138, 10.6983, 21.2142
O, 3.9902, 2.7182, 19.3887
O, 0.7432, 10.0392, 15.9584
O, 1.2822, 9.7989, 18.8383
O, 1.712, 1.6589, 19.276
O, 8.9501, 10.3801, 16.4885
O, 4.8809, 8.5846, 18.785
O, 9.566, 8.7078, 10.4603
O, 6.7473, 4.0938, 18.8542
O, 2.855, 1.7177, 13.3804
O, 5.8287, 8.7777, 21.2648
O, 2.5135, 2.4631, 10.8572
O, 7.6143, 4.8471, 21.1778
O, 5.2107, 7.4803, 12.5393
O, 0.4246, 9.0507, 12.4795
O, 7.5966, 1.0406, 13.5666
O, 7.1119, 9.6243, 14.7408
O, 8.9767, 4.9934, 12.7194
O, 8.095, 8.0337, 16.9157
O, 6.2185, 2.5753, 21.9013
O, 2.4561, 9.0655, 14.0866
O, 0.4205, 4.4831, 11.868
O, 0.818, 8.3158, 20.9389
O, 9.379, 3.8315, 10.3525
O, 9.6728, 2.3606, 12.519
O, 7.6252, 8.5655, 19.3952
O, 2.5496, 8.1674, 11.3363
O, 3.989, 3.0516, 15.3596
O, 0.8418, 4.4961, 14.4409
O, 10.0536, 2.9836, 18.9485
O, 9.1468, 7.7786, 12.9272
O, 10.5137, 0.5284, 20.0743
O, 6.0181, 5.0419, 11.9083
O, 8.1508, 2.7468, 17.0113
O, 3.527, 5.4704, 16.715
O, 4.6557, 9.1529, 10.384
O, 1.5396, 6.6728, 13.1681
O, 4.7623, 5.4903, 14.3312
O, 2.0382, 3.8514, 20.9258
O, 10.5463, 1.4089, 16.9246
O, 0.9376, 6.0697, 16.561
O, 7.3387, 10.9469, 21.9363
O, 5.9277, 0.9101, 19.9224
O, 6.0844, 10.0141, 12.3927
O, 2.8571, 0.5416, 15.5757
O, 7.0451, 8.001, 10.7458
O, 10.2482, 8.0148, 18.6927
O, 3.4575, 9.1993, 16.561

Results
free energy: -137022.772 eV
free energy less fixed offsets of B -154.04, O -568.88, Si -635.61 eV per atom: 4.358 eV

Forces (eV/angstrom), in the order of the atoms: element, x, y, z
Si, 0.0034, 0.0004, -0.0014
Si, 0.0002, -0.0016, -0.0013
Si, -0.002, 0, -0.0022
Si, -0.0014, 0.0011, -0.0003
Si, -0.0005, -0.0031, 0.0002
Si, 0.0021, 0.0006, -0.002
Si, -0.0006, 0.0026, 0.0013
Si, -0.0022, -0.0008, -0.0029
Si, -0.0011, -0.001, -0.0008
Si, 0.0016, 0.0002, -0.0013
Si, -0.0009, 0.0006, 0
Si, 0.0007, 0.0003, -0.001
Si, 0.0017, 0.0004, -0.0012
Si, 0.0001, 0.0001, 0.0005
Si, 0.0009, -0.0022, -0.0021
Si, 0.0007, 0.0001, -0.0003
Si, -0.0005, 0.0013, -0.0003
Si, -0.0019, -0.0003, 0.0012
Si, 0.0002, 0.0009, -0.0003
Si, 0.001, 0.0002, 0.0006
Si, -0.0004, -0.0008, 0.0004
Si, -0.0002, 0.0001, -0.0009
Si, -0.0009, -0.001, 0.0003
Si, 0.0001, 0.0001, -0.0007
Si, -0.0007, -0.0005, 0.0002
Si, 0.001, 0.0003, -0.0006
Si, 0.0003, -0.0009, 0.0007
Si, 0, 0.0006, -0.0002
Si, 0.0005, 0.0005, -0.0013
Si, -0.0002, 0.0001, -0.0006
Si, 0.0005, 0.0004, 0.0018
Si, 0.0002, -0.0001, 0.0003
Si, -0.0019, -0.0014, 0.0005
Si, 0.0017, -0.0003, -0.0001
Si, 0, 0.0028, 0.0001
Si, -0.0012, -0.0012, 0.0009
Si, 0.0014, -0.0001, 0
Si, -0.0009, -0.0015, 0.0008
Si, -0.0012, -0.0009, 0.0004
Si, 0.0001, 0.0017, 0.0003
Si, 0.0014, -0.0005, -0.0008
Si, -0.0001, 0.0002, 0.0005
Si, 0.0006, -0.0011, 0.0001
Si, -0.0002, 0.0009, -0.001
Si, -0.0002, 0.0003, 0.0002
Si, 0.0003, 0.0003, -0.0006
Si, -0.0001, 0.0011, -0.0007
Si, 0.001, -0.0001, -0.0001
Si, -0.0006, -0.0008, 0.0011
Si, -0.0006, 0.0009, -0.0006
Si, -0.0004, 0.0003, 0.0012
Si, 0.0004, 0.0013, -0.0008
Si, -0.0008, -0.0004, 0
Si, 0.0005, -0.0006, 0.0017
Si, -0.0007, -0.0004, -0.0002
Si, -0.0001, -0.0007, 0.0003
Si, 0.0005, 0.0015, -0.0003
Si, -0.0002, -0.0014, 0.0003
Si, 0.0023, 0.0012, -0.0005
Si, -0.0015, -0.0024, 0.0009
Si, -0.0002, -0.0009, -0.0001
Si, 0.0012, 0.0029, -0.0025
Si, 0.0001, -0.0005, -0.0003
Si, 0.0007, 0.0018, -0.0002
Si, 0.0023, 0.0006, 0.0014
Si, -0.0013, 0, 0.002
Si, -0.0005, -0.0019, -0.0008
Si, -0.0141, -0.004, -0.0115
Si, -0.0112, -0.0081, -0.0035
Si, 0.0026, -0.002, 0.0006
Si, -0.0053, -0.001, -0.0004
Si, 0.0002, -0.005, 0.0013
Si, 0.0002, -0.0037, -0.0001
Si, -0.0023, -0.0015, 0
Si, -0.0001, 0.0016, 0.0007
B, 0.0411, -0.0032, 0.0215
Si, 0.0072, 0.004, 0.0009
Si, -0.0015, 0.0009, 0.0024
Si, 0.0042, 0.0014, 0.0069
Si, -0.0004, 0.0031, -0.0009
Si, 0.0021, 0, -0.003
Si, -0.0008, -0.0001, 0.0062
Si, -0.0107, 0.0122, -0.009
Si, 0.0006, -0.0003, -0.0008
Si, 0.0028, -0.0015, 0.0062
Si, -0.0148, 0.0042, -0.0029
Si, -0.0037, -0.0037, 0.0022
Si, -0.0026, 0.0007, 0.0035
Si, -0.0008, -0.0054, -0.0094
Si, -0.0029, 0.0014, -0.0015
Si, -0.0017, -0.0068, -0.0094
Si, -0.0022, 0.0031, 0.0013
Si, -0.0028, 0.0098, -0.0142
Si, 0.005, 0.002, 0.0061
Si, 0.0034, 0.0037, 0.0046
Si, -0.0011, -0.0056, -0.0122
O, -0.001, -0.0001, 0.001
O, -0.0006, -0.001, 0.0002
O, 0.0003, 0.0009, 0.0013
O, 0.0002, 0.001, 0.0008
O, 0.0004, 0.0053, -0.0021
O, 0.0055, 0.0067, 0.0109
O, 0.0004, -0.0041, -0.0021
O, 0.0042, -0.0086, 0.0056
O, -0.0018, 0.0009, -0.0054
O, 0.0016, -0.0032, -0.005
O, -0.0044, 0.0018, -0.0039
O, 0.0016, -0.0024, -0.0017
O, 0.0003, 0.0006, -0.0004
O, 0.0015, -0.0045, -0.0037
O, -0.0003, -0.0015, 0.001
O, -0.0063, 0.0072, -0.0002
O, 0.001, -0.001, 0.0016
O, -0.0005, 0.0014, 0.0016
O, 0.0017, -0.0008, 0.0023
O, -0.0012, 0.0008, 0.0022
O, -0.0007, 0.001, 0.0021
O, 0.0008, -0.0011, 0.0012
O, -0.0018, 0.0012, 0.0023
O, 0.0013, -0.0008, 0.0022
Si, 0.0001, -0.0001, 0
Si, 0.0002, 0.0001, 0.0008
Si, 0.0001, -0.0002, 0.0007
Si, 0.0002, 0.0001, 0.0001
Si, 0.0005, -0.0003, -0.001
Si, 0.0003, 0.0004, 0.0021
Si, 0.0003, -0.0002, -0.0033
Si, 0, -0.0002, 0.001
Si, -0.0001, 0.0002, 0.0008
Si, -0.0005, 0.0002, 0.0022
Si, -0.0005, 0.0002, -0.0031
Si, 0, -0.0003, 0.0006
Si, 0.0011, 0.0006, 0.0054
Si, -0.0001, -0.0004, -0.0012
Si, -0.0001, 0.0001, -0.0016
Si, -0.0014, 0.0027, 0.0052
Si, 0.0001, -0.0003, 0.0008
Si, 0.0001, 0, 0.0004
Si, -0.0001, -0.0003, -0.0014
Si, 0.0027, -0.0019, 0.0043
Si, 0.0001, -0.0002, -0.0002
Si, -0.0001, 0.0002, -0.0008
Si, -0.0004, 0.0006, 0.0028
Si, -0.0002, 0.0005, -0.0012
Si, -0.0007, 0.0004, 0.0023
Si, -0.0002, 0, 0.0014
Si, 0.0001, 0.0001, -0.0002
Si, -0.0002, -0.0005, -0.0034
Si, -0.0004, 0.0001, -0.0005
Si, 0.0028, 0.0018, 0.0091
Si, 0.0003, 0.0003, 0.0011
Si, -0.0001, -0.0003, 0.0005
Si, -0.0006, 0.0011, 0.0024
Si, 0.0006, 0, 0.0023
Si, 0, 0.0003, 0.0007
Si, 0.0002, -0.0005, -0.0012
Si, 0.0003, -0.0002, -0.0031
Si, -0.0002, -0.0001, -0.0005
O, -0.0001, 0, -0.0001
O, -0.0002, 0.0003, 0.0001
O, 0.0001, 0.0002, -0.0001
O, 0, 0, 0
O, -0.0004, 0.0004, -0.001
O, -0.0002, -0.0002, 0.0001
O, 0.0002, -0.0001, -0.0001
O, -0.0001, 0, 0.0002
O, -0.0004, -0.0001, 0.0004
O, -0.0001, -0.0004, 0.0004
O, 0.0012, -0.0004, -0.0017
O, 0.0009, 0.0001, -0.001
O, -0.0002, 0.0001, -0.0001
O, -0.0001, 0.0001, -0.0009
O, 0.0007, 0.0007, 0.0012
O, -0.0006, 0.0003, -0.0005
O, -0.0001, 0, 0.0002
O, 0, 0.0001, 0
O, 0, -0.0009, -0.0005
O, 0.0004, -0.0005, -0.0002
O, 0, -0.0006, 0.0012
O, -0.0002, 0.0001, 0
O, 0.0001, -0.0001, 0
O, 0, 0.0002, 0.0003
O, -0.0001, -0.0001, 0.0001
O, 0.0001, 0.0001, -0.0001
O, 0.0002, -0.0001, 0.0003
O, -0.0009, -0.0008, -0.0028
O, 0.0001, 0.0002, 0.0004
O, -0.0001, 0.0004, -0.0008
O, 0.0004, 0.0008, 0.0018
O, -0.0007, -0.0007, 0
O, -0.0002, -0.0008, 0.0017
O, 0.0001, 0.0007, -0.0008
O, -0.0003, 0, -0.0002
O, 0.0002, 0, -0.0001
O, -0.0003, 0.0003, -0.0007
O, 0.0002, -0.0008, -0.0006
O, 0.0001, 0, 0.0001
O, 0.0001, 0.0006, 0.0007
O, -0.0001, -0.0008, -0.0011
O, -0.0005, -0.0004, -0.0007
O, 0.0002, 0.0005, 0.0014
O, -0.0005, 0, -0.0015
O, 0.0001, 0.0011, -0.0006
O, -0.0003, 0.0001, 0.0001
O, 0.001, 0.0003, -0.0028
O, -0.0001, -0.0003, -0.0002
O, 0.0004, 0.0001, -0.0008
O, 0.0001, -0.0003, 0.0008
O, 0.0002, 0.0008, -0.0005
O, -0.0001, 0.0002, 0.0002
O, 0.0002, -0.0015, -0.0014
O, 0.0001, 0, 0.0002
O, 0.0001, -0.0001, -0.0001
O, -0.001, 0.0001, -0.001
O, 0.0002, 0.0003, -0.0001
O, 0.0004, 0.0005, -0.0009
O, -0.0008, 0.0002, 0.0017
O, 0.0001, 0, 0
O, -0.0002, -0.0001, -0.0002
O, 0, -0.0008, 0.0008
O, 0.0007, 0, 0.0008
O, -0.0003, -0.0012, -0.0015
O, 0.0002, 0.0003, -0.0001
O, 0.0017, -0.0005, -0.0016
O, 0.0003, 0.0001, 0.0001
O, -0.0002, 0, -0.0001

The program warned: the cutoff lies below the one the program advises for these potential files; the exchange-correlation potential is rough where the density is thin.
